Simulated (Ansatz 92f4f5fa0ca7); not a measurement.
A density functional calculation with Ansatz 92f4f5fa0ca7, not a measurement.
Periodic cell of 234 atoms, Si146O88, from a study of silicon, its oxide and their interface. The atomic structure is a simulated model.
Doubt: the cutoff is low for norm-conserving oxygen, so forces and energies are approximate.
Doubt: the program's own warning below bears on the result.
This geometry differs little from another in the collection (a relaxation step or a small displacement).

Settings
functional: HSE06
potential files: SPMS norm-conserving
basis: plane waves
wave-function cutoff: 800 eV
density cutoff ratio: 4
exchange-correlation grid ratio: 1
k mesh: 1 x 1 x 1, Gamma-centred
occupations: fixed
spin: none
net charge: 0

Cell vectors (angstrom)
a 11.6015 0 0
b 0 10.938 0
c 0 0 32.1198

Atoms: element, x, y, z (angstrom)
Si 0.2704 -0.0567 23.3322
Si 4.1225 0.1168 23.4836
Si 7.9523 -0.0006 23.3979
Si 2.1417 1.3843 23.4091
Si 6.0973 1.4537 23.3545
Si 9.9663 1.3033 23.5274
Si 0.065 5.7211 23.3201
Si 3.8611 5.2407 23.4389
Si 7.8006 5.4606 23.4801
Si 2.1345 6.8505 23.5063
Si 5.7096 6.7024 23.3112
Si 9.6502 6.9167 23.5186
Si 1.9474 2.7243 25.3558
Si 5.8878 2.7101 25.3697
Si 9.7255 2.7857 25.3693
Si 11.6582 4.1695 25.2296
Si 3.9136 3.9979 25.4072
Si 7.7555 4.1394 25.4422
Si 2.0952 8.2116 25.4246
Si 5.8974 8.1481 25.2823
Si 9.7561 8.2498 25.4287
Si 11.7513 9.5226 25.2933
Si 4.0246 9.6075 25.3925
Si 7.8168 9.5808 25.3561
Si 11.644 -0.018 27.243
Si 3.9192 0.0204 27.3137
Si 7.7799 0.005 27.2902
Si 1.9548 1.3531 27.285
Si 5.8554 1.3566 27.3024
Si 9.7195 1.3757 27.2772
Si 11.6669 5.4608 27.246
Si 3.9346 5.4574 27.2816
Si 7.792 5.5039 27.3375
Si 2.0076 6.8158 27.3119
Si 5.856 6.844 27.2724
Si 9.7431 6.8319 27.3097
Si 1.9336 2.7345 29.2205
Si 5.8008 2.7345 29.2205
Si 9.6679 2.7345 29.2205
Si 0 4.1018 29.2205
Si 3.8672 4.1018 29.2205
Si 7.7343 4.1018 29.2205
Si 1.9336 8.2035 29.2205
Si 5.8008 8.2035 29.2205
Si 9.6679 8.2035 29.2205
Si 0 9.5708 29.2205
Si 3.8672 9.5708 29.2205
Si 7.7343 9.5708 29.2205
Si 0 0 31.1541
Si 3.8672 0 31.1541
Si 7.7343 0 31.1541
Si 1.9336 1.3673 31.1541
Si 5.8008 1.3673 31.1541
Si 9.6679 1.3673 31.1541
Si 0 5.469 31.1541
Si 3.8672 5.469 31.1541
Si 7.7343 5.469 31.1541
Si 1.9336 6.8362 31.1541
Si 5.8008 6.8362 31.1541
Si 9.6679 6.8362 31.1541
Si 1.9336 2.7345 0.9679
Si 5.8008 2.7345 0.9679
Si 9.6679 2.7345 0.9679
Si 0 4.1018 0.9679
Si 3.8672 4.1018 0.9679
Si 7.7343 4.1018 0.9679
Si 1.9336 8.2035 0.9679
Si 5.8008 8.2035 0.9679
Si 9.6679 8.2035 0.9679
Si 0 9.5708 0.9679
Si 3.8672 9.5708 0.9679
Si 7.7343 9.5708 0.9679
Si 11.5747 0.0136 2.8837
Si 3.8119 -0.0093 2.9388
Si 7.6767 0.0175 2.8673
Si 1.9079 1.3879 2.9214
Si 5.7366 1.3627 2.921
Si 9.6195 1.3461 2.8653
Si 11.5307 5.4974 2.8824
Si 3.8482 5.4673 2.9069
Si 7.6494 5.4529 2.9113
Si 1.9059 6.7884 2.839
Si 5.7447 6.874 2.9446
Si 9.5763 6.8329 2.9226
Si 1.8832 2.8269 4.8242
Si 5.6702 2.6637 4.9099
Si 9.5907 2.7097 4.7752
Si 11.5067 4.0921 4.7705
Si 3.857 4.1618 4.8884
Si 7.6158 4.0502 4.8294
Si 1.9076 8.1089 4.7536
Si 5.7081 8.2961 4.8877
Si 9.5646 8.2221 4.856
Si 11.5579 9.4391 4.6966
Si 3.7341 9.6206 4.9402
Si 7.6484 9.6558 4.8182
Si 11.5246 -0.163 6.5786
Si 3.4659 0.0142 6.9895
Si 7.5644 0.1448 6.7358
Si 1.614 1.4523 6.7091
Si 5.5085 1.3396 6.9587
Si 9.6359 1.2791 6.6642
Si 11.5103 5.398 6.7325
Si 3.9309 5.5009 6.8976
Si 7.6389 5.5455 6.6737
Si 1.8971 6.6654 6.6466
Si 5.7873 7.0549 6.9139
Si 9.61 6.8017 6.7686
O 5.5068 2.3356 8.2905
O 1.8386 7.6752 7.9367
O 5.8822 8.1047 8.2513
O 11.4057 4.5146 8.1543
O 7.706 10.0251 7.9941
O 9.5246 7.5121 8.2787
O 2.9345 10.0361 8.3224
O 10.0236 2.2295 7.9705
O 7.656 4.5479 8.0063
O 3.9433 4.5141 8.2484
O 0.2532 9.8809 7.9721
O 1.1436 2.2344 8.1336
O 2.5223 7.8419 22.2099
O 2.1213 2.2721 21.9941
O 6.2681 2.4478 21.9996
O 4.0933 10.0519 22.1705
O 5.2303 7.6511 21.9994
O 7.8488 9.9297 22.0675
O 3.7723 4.3457 22.022
O 9.5473 7.8753 22.1711
O 0.0446 5.1663 21.7661
O 8.2003 4.2464 22.3994
O 0.2773 10.2444 21.767
O 10.3793 2.2766 22.2298
Si 1.5732 9.1216 8.5952
Si 4.3813 6.3631 14.376
Si 2.4975 2.0949 16.0468
Si 7.5508 4.659 9.6265
Si 3.8842 8.5355 21.6274
Si 2.9159 8.1593 16.5065
Si 11.2104 10.3739 20.269
Si -0.095 5.5278 12.7344
Si 11.3453 2.9423 8.6196
Si 2.9326 3.3322 21.0447
Si 8.6753 0.7792 15.6093
Si 4.2368 1.8026 18.5995
Si 8.9837 7.4901 9.8219
Si 3.3974 10.4219 14.6217
Si 7.4811 5.2151 18.9111
Si 5.9326 10.9742 11.4427
Si 10.1211 2.2603 20.6214
Si 4.4115 9.5301 18.8451
Si 0.1603 8.2867 11.2824
Si 0.239 8.886 17.6811
Si 1.3112 10.7937 12.701
Si 8.1245 8.5848 15.8032
Si 8.7235 8.8657 21.1855
Si 6.77 9.2452 9.0658
Si 2.4935 4.0277 13.6339
Si 7.8754 2.0699 12.8474
Si 0.0682 0.4358 15.6417
Si 10.373 6.2554 18.192
Si 0.3107 4.6718 20.2434
Si 5.7457 8.9378 13.7768
Si 6.8845 2.7353 17.1339
Si 3.2857 1.8373 11.5251
Si 9.6372 5.9485 15.2879
Si 4.7684 3.4743 9.2129
Si 6.9933 8.0223 18.7647
Si 9.8958 3.4188 11.1624
Si 7.4345 3.3424 21.2717
Si 6.8822 4.3391 14.6014
O 2.7567 10.169 13.1445
O 8.9982 5.8531 19.0032
O 7.9738 1.1824 14.2025
O 11.1208 2.843 10.2352
O 8.5354 3.5541 10.2748
O 3.6635 2.7361 10.1873
O 5.7598 2.1425 18.142
O 8.6183 10.1142 15.7615
O 6.3207 3.2558 15.6959
O 7.5691 4.0639 17.7742
O 1.8526 4.1584 20.1412
O 8.1715 6.0919 10.1319
O 3.917 2.5377 20.0189
O 7.8229 8.5909 10.1068
O 8.3315 5.0111 14.9738
O 9.7818 9.6269 20.246
O 2.5359 9.3855 15.5175
O 4.0502 8.7359 17.492
O 10.5836 7.8694 17.9519
O 8.4854 2.3522 20.4783
O 7.9541 1.5384 16.8578
O 10.7809 5.8036 14.1548
O 7.0863 1.1739 11.7197
O 5.9742 4.3077 9.9992
O 3.6507 8.7262 20.0373
O 9.2634 7.5335 15.3267
O 9.4153 2.397 12.3498
O 6.1945 9.68 12.4081
O 1.069 1.4342 16.4508
O 6.0035 9.2902 19.0019
O 11.6503 5.8031 19.1067
O 7.7297 8.2754 17.3432
O 0.5958 0.3946 14.0803
O 5.7632 5.5202 14.5856
O 0.5252 9.7368 19.0721
O 7.0855 3.4844 13.2015
O 3.3506 5.4033 13.5874
O 0.542 6.9245 12.1289
O 10.8351 0.9834 19.9212
O 3.3346 1.0093 15.1615
O 10.2506 7.9417 10.7464
O 3.2548 2.4018 17.4484
O 6.4501 6.4678 18.6329
O 1.5134 7.9065 17.305
O 1.0579 4.4008 12.9668
O 10.3988 4.8652 11.7303
O 5.915 10.3583 9.913
O 6.8731 4.4621 20.2317
O 4.7656 7.6653 13.4596
O 10.2377 1.1911 15.6114
O 3.2578 2.8944 12.7594
O 0.2416 9.6612 12.1837
O 4.9703 10.0588 14.6657
O 1.2507 8.6857 10.1288
O -0.0621 9.9482 16.4591
O 7.8221 8.0092 20.1653
O 3.5968 6.8822 15.7365
O 4.061 0.1822 18.7818
O 10.2955 5.5294 16.7273
O 2.3368 3.4618 15.1647
O 4.5015 0.7644 11.6923
O 6.9436 8.3847 14.7051
O 1.8203 1.0188 11.6061
O 10.8163 3.5252 19.9086

Results
free energy: -55957.976 eV
free energy less fixed offsets of O -447.96, Si -113.29 eV per atom: 2.844 eV
gap between the highest filled and lowest empty level on this k mesh: 1.476 eV

The program warned: the cutoff lies below the one the program advises for these potential files; the model core charge is not resolved on the grid; the forces do not sum to zero within the program's tolerance; the exchange-correlation potential is rough where the density is thin.
